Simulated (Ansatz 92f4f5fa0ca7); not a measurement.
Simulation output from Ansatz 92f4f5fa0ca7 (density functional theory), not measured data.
Periodic cell of 215 atoms, Si132O82P1, from a study of silicon, its oxide and their interface. The atomic structure is a simulated model.
Doubt: the cutoff is far below the 930 eV that the study's wrapper takes by default for these files, so forces and energies are approximate.
This geometry differs little from another in the collection (a relaxation step or a small displacement).

Settings
functional: PBE
potential files: Ansatz PAW
basis: plane waves
wave-function cutoff: 580 eV
density cutoff ratio: 5
exchange-correlation grid ratio: 1
k mesh: 1 x 1 x 1, Gamma-centred
self-consistency stop: 5e-08 eV per atom in the density residual
occupations: fixed
spin: none
net charge: +1 e, with a uniform compensating background and no finite-size correction

Cell vectors (angstrom)
a  10.938  0  0
b  0  10.938  0
c  0  0  31.5432

Atoms and the computed forces on them: element, x, y, z (angstrom), force x, y, z (eV/angstrom)
Si  10.4386  0.5714  24.3419  0.0038  -0.0004  0.0088
Si  6.0448  10.5024  24.1503  0.0025  -0.0014  0.0104
Si  2.1325  3.2452  24.0821  0.0018  0.0005  0.0121
Si  8.7064  2.2546  24.3081  -0.0017  -0.0028  0.01
Si  0.5045  5.0524  24.1642  0.0029  -0.0035  0.013
Si  5.0547  5.8942  24.192  0.0012  0.0007  0.011
Si  3.3967  7.65  24.1614  -0.0001  -0.0007  0.0086
Si  7.8309  8.8285  23.989  -0.0042  -0.0012  0.0133
Si  1.3456  1.4787  25.4581  0.0024  -0.0036  -0.0086
Si  6.9245  1.2969  25.5042  -0.0053  0.003  -0.0099
Si  4.0301  4.0994  25.3243  -0.0013  -0.0011  -0.0059
Si  9.6725  4.0935  25.4236  0.0007  0.0043  -0.0095
Si  1.5013  6.8113  25.3736  -0.0035  0.0013  -0.0071
Si  6.9001  6.9469  25.2396  0.0014  -0.0002  -0.0049
Si  4.2351  9.5288  25.3484  -0.0005  0.0024  -0.0047
Si  9.5295  9.6384  25.4371  0.0007  -0.0049  -0.0109
Si  2.784  0.0046  26.6432  -0.0034  -0.0004  -0.0012
Si  8.2291  -0.0306  26.9465  0.0021  -0.0007  0.0354
Si  0.0216  2.7671  26.919  0.0003  -0.0019  0.0326
Si  5.4528  2.7334  26.6655  0.0007  0.0014  -0.0017
Si  2.7649  5.4355  26.8387  0.0069  0.0012  0.0231
Si  8.2302  5.5237  26.6281  -0.0042  -0.0005  -0.0001
Si  0.0424  8.2082  26.6528  0.0005  0.0023  -0.0011
Si  5.5608  8.195  26.7961  0  -0.0044  0.018
Si  4.1131  1.3652  28.0736  0.0014  -0.0028  -0.0034
Si  9.5998  1.3682  28.2417  -0.0011  0.0027  -0.0209
Si  1.3995  4.1175  28.2401  -0.0082  0.0023  -0.0172
Si  6.8414  4.1337  28.0205  -0.0006  0.003  -0.004
Si  4.1646  6.82  28.1444  0.0001  -0.0014  -0.02
Si  9.5992  6.8495  28.058  0.0018  -0.0014  -0.005
Si  1.3971  9.5877  28.0444  0.0022  0.0009  -0.0047
Si  6.8534  9.5328  28.2443  0.0066  0.0067  -0.0173
Si  0.0567  -0.0244  29.5275  -0.0042  0.0045  0.0023
Si  5.4507  0.0096  29.4938  0.0037  -0.0051  0.0076
Si  2.7735  2.7049  29.5294  -0.0026  0.0034  0.0047
Si  8.1756  2.771  29.4733  0.0068  -0.0056  0.0054
Si  -0.0116  5.5008  29.5  0.0084  -0.0063  0.0068
Si  5.5135  5.4464  29.5048  -0.0018  0.005  0.0003
Si  2.754  8.2129  29.4431  0.002  -0.0034  0.0059
Si  8.2568  8.1621  29.5401  -0.0064  0.0057  0.003
Si  1.3991  1.3506  30.9089  0.0038  -0.0069  -0.0012
Si  6.8218  1.3814  30.838  -0.0053  0.0051  -0.0029
Si  4.1351  4.086  30.8866  0.0064  -0.0042  -0.0007
Si  9.5574  4.1136  30.8447  -0.0078  0.0041  -0.0029
Si  1.3818  6.8582  30.8301  -0.0054  0.0066  -0.0015
Si  6.8675  6.8015  30.9021  0.004  -0.0078  -0.0012
Si  4.0922  9.5728  30.8462  -0.0049  0.004  -0.0041
Si  9.6105  9.5539  30.9002  0.0061  -0.0046  -0.001
Si  2.7561  -0.0335  0.7249  0.0046  -0.0013  0.0049
Si  8.1853  0.0113  0.6656  -0.0027  0.0018  0.0015
Si  -0.0234  2.7422  0.6763  -0.004  0.0044  0.0006
Si  5.485  2.7059  0.7163  0.002  -0.0031  0.0048
Si  2.7226  5.4771  0.666  -0.0052  0.0024  0.0002
Si  8.2236  5.4262  0.7317  0.0057  -0.0006  0.0048
Si  0.0459  8.1778  0.7146  0.0029  -0.0062  0.0054
Si  5.461  8.2081  0.6726  -0.0015  0.0051  -0.0007
Si  4.1233  1.3324  2.0823  0.0008  -0.001  -0.0053
Si  9.5277  1.3832  2.0456  0.0063  -0.008  -0.0025
Si  1.3338  4.1237  2.0438  0.0018  -0.0027  0.0022
Si  6.8589  4.0458  2.091  -0.0022  0.0023  -0.0099
Si  4.0712  6.8578  2.04  0.0068  -0.0062  -0.0027
Si  9.6155  6.7937  2.0665  -0.0038  0.0046  -0.0015
Si  1.3936  9.5393  2.0948  -0.0041  0.001  -0.0107
Si  6.8233  9.577  2.0505  -0.0037  0.003  -0.0003
Si  -0.0399  -0.0155  3.3468  0.0158  0.0182  0.0218
Si  5.4741  -0.0258  3.5024  -0.0023  0.0032  -0.0005
Si  2.6967  2.717  3.3482  0.0076  0.0032  0.0272
Si  8.193  2.6916  3.5347  -0.0051  0.0002  0.004
Si  -0.0066  5.4521  3.5223  -0.0082  0.0073  0.0024
Si  5.4486  5.457  3.3315  -0.0077  -0.0097  0.0268
Si  2.7402  8.1868  3.5219  -0.0032  0.003  0.0037
Si  8.2255  8.1817  3.3524  0.0108  -0.0168  0.0238
Si  1.2949  1.3567  4.6847  -0.012  0.0023  -0.0346
Si  6.839  1.2933  4.9351  -0.0048  0.0006  0.0028
Si  4.0655  4.1063  4.6642  -0.0062  0.0065  -0.0402
Si  9.5622  4.0676  4.9241  0.0071  0.0063  0.0021
Si  1.3528  6.8331  4.9243  -0.0041  -0.0068  0.0047
Si  6.8379  6.8099  4.6715  0.0096  0.015  -0.0323
Si  4.1124  9.5593  4.9108  0.0025  0.0033  0.0036
Si  9.5612  9.5558  4.7379  -0.0157  -0.0054  -0.0236
Si  2.6141  0.0246  6.1186  0.0093  -0.0125  0.0057
Si  8.2543  -0.1299  6.271  0.0092  0.0006  0.0224
Si  -0.007  2.6391  6.2155  -0.0027  -0.0032  0.0173
Si  5.3868  2.7621  6.0946  0.0133  -0.0151  0.0003
Si  2.7589  5.4127  6.1691  0.0017  0.0036  0.0176
Si  8.0929  5.457  6.1831  0.0039  -0.0276  0.0051
Si  -0.0234  8.2898  6.2415  0.0235  -0.0045  -0.0006
Si  5.562  8.1235  6.1583  -0.0052  -0.0104  0.0256
Si  3.4797  1.9235  7.2087  -0.0045  0.0062  -0.0094
Si  10.0319  0.8306  7.4938  0.0012  0.0008  -0.0341
Si  1.7792  3.6384  7.3688  -0.0014  -0.0003  -0.0302
Si  6.2037  4.5258  7.4242  -0.0041  0.0189  -0.0166
Si  4.6363  6.3012  7.2897  -0.0014  -0.0029  -0.034
P  9.1301  7.2148  7.2948  -0.0452  0.0553  0.0461
Si  0.887  10.1559  7.5574  -0.0196  0.0023  -0.0148
Si  7.3815  8.9218  7.4869  0.0326  -0.0311  -0.0415
O  4.5904  6.6172  8.9092  -0.0064  0.0104  0.0256
O  1.3705  3.965  8.9448  -0.003  0.0092  0.0217
O  9.6785  6.5777  8.6796  0.0023  -0.0057  -0.0237
O  1.305  10.1185  9.1743  0.0107  -0.0031  0.0167
O  6.0586  4.2119  9.0517  0.002  -0.0121  0.024
O  3.703  1.5946  8.7964  0.0091  -0.0049  0.0206
O  7.188  8.952  9.1329  -0.0055  0.008  0.028
O  9.6557  1.0651  9.0873  -0.0158  0.0038  0.0297
O  8.2473  2.5327  22.751  -0.0067  0.0045  -0.0117
O  10.9996  5.5505  22.6488  -0.0037  0.0075  -0.0134
O  5.6223  0.0986  22.649  -0.0063  0.0098  -0.0124
O  5.2906  5.4072  22.6291  0.0058  -0.0053  -0.0121
O  2.1554  2.7998  22.482  0.0035  -0.0095  -0.0153
O  3.3268  7.8617  22.5146  -0.0061  0.0042  -0.01
O  8.3767  8.7465  22.4131  0.0095  -0.0017  -0.0138
O  -0.1587  11.228  22.7602  0.0075  -0.0064  -0.0115
Si  2.1474  2.9876  12.8986  -0.0055  0.0007  0.0097
Si  8.6842  1.3046  10.3712  0.0003  -0.0056  -0.0115
Si  1.0601  4.5061  15.3593  0.0027  -0.0025  0.0093
Si  7.5499  5.5813  12.1976  -0.0036  0.0035  0.0063
Si  2.4156  8.1832  21.2065  0.0028  -0.0059  -0.0018
Si  5.4065  7.7792  12.4804  0.0039  -0.003  0.0042
Si  9.2641  0.4583  15.4965  0.0024  0.0008  0.0062
Si  2.9136  -0.0362  16.6637  0.0023  0.0016  0.0088
Si  10.4656  1.1729  12.6153  0.0019  -0.002  0.0095
Si  7.7651  2.8303  21.2374  0.003  -0.0052  -0.005
Si  9.1076  8.7828  14.4441  0.0052  -0.002  0.0099
Si  1.4563  4.786  10.351  -0.0079  0.0011  -0.0026
Si  4.4873  9.4853  19.1359  0.0009  0.0022  -0.0014
Si  11.0752  6.1011  21.1159  0.0027  0  -0.0025
Si  6.6054  10.4537  14.846  0.0021  -0.0009  0.016
Si  5.3883  0.7321  21.1744  0.0029  -0.0067  -0.0041
Si  2.3449  9.796  10.4087  -0.0028  0.0055  0.0001
Si  0.4294  10.6358  21.3841  -0.0051  0.004  -0.004
Si  5.8547  5.2534  21.1209  -0.0032  0.0026  0.0001
Si  3.6365  7.0822  10.1231  0.0031  -0.0066  -0.0101
Si  9.045  5.6939  14.842  -0.0015  -0.0002  0.0097
Si  3.6592  4.0824  19.0931  0.0002  -0.0046  0.002
Si  10.0257  3.6686  19.318  -0.0016  0.0025  -0.0023
Si  4.2524  8.6735  15.3688  0.0034  0.0008  0.0081
Si  0.4515  1.9184  17.1639  -0.0014  0.0006  0.0043
Si  6.7962  7.5334  19.2379  0.0015  0.001  -0.0021
Si  5.2537  3.6262  16.7388  0.0008  -0.0011  0.0071
Si  7.7824  5.013  17.5153  0.0018  0.0027  0.004
Si  6.6736  9.9063  10.376  -0.0007  0.0015  -0.0132
Si  4.3929  1.0229  10.1256  -0.0005  0.002  -0.0023
Si  -0.0615  9.0974  11.8862  0.0054  -0.0001  0.008
Si  9.1015  8.6345  20.9378  -0.0011  0.0029  -0.002
Si  4.5471  1.6738  14.5778  -0.0053  0.0011  0.0104
Si  2.4458  2.0844  21.0434  -0.0044  0.0032  0.0005
Si  6.3389  3.3189  10.3924  0.0013  0.0028  -0.0079
Si  3.4315  5.9183  16.7379  -0.001  0.0001  0.0066
Si  9.8423  6.5773  10.3325  -0.0016  -0.0146  -0.0085
O  0.1201  2.6329  18.5881  0.0019  -0.0022  0.0013
O  2.921  9.6367  15.5842  -0.0005  0  -0.0078
O  10.8539  4.8116  20.1441  -0.0021  -0.0061  0
O  7.5812  2.3944  9.9136  0.0022  0.0001  0.0032
O  10.8954  5.3842  10.7237  0.0004  -0.0004  -0.0068
O  6.5872  6.722  12.8583  -0.002  0.003  -0.0114
O  10.2922  8.1022  10.7144  0.0048  0.0119  -0.0021
O  7.6438  9.4564  13.9872  -0.0027  0.0009  -0.0091
O  8.3836  6.227  10.9417  -0.0111  -0.0062  0.0035
O  5.3608  10.4809  20.0772  -0.0026  -0.0047  0.0019
O  2.1338  3.7645  11.4389  0.0064  -0.0112  0.0032
O  7.979  8.5424  19.7531  -0.0047  -0.0018  -0.0001
O  6.2082  6.7261  20.5338  0.0018  0.0029  0.003
O  5.5051  2.7192  15.4047  0.0003  0.0016  -0.0061
O  1.3003  0.9318  20.7016  0.0011  -0.0002  0.0061
O  6.055  9.0218  11.5996  -0.0109  -0.0109  0.0038
O  4.6137  4.991  16.1069  -0.002  0.0011  -0.0042
O  6.5935  3.9058  17.6286  -0.0008  -0.0015  -0.0014
O  10.5269  10.6812  11.8178  -0.0024  0.0068  -0.0067
O  5.5734  0.5033  13.9847  -0.0003  0.0007  -0.0082
O  8.0138  5.0841  15.9145  0.0006  -0.001  -0.0049
O  9.7409  9.8205  15.541  -0.0006  -0.0005  -0.0049
O  -0.3964  5.1654  15.133  -0.0004  0.001  -0.0072
O  1.5741  6.8338  20.8044  -0.0004  0.0002  0.0064
O  1.5022  0.6414  17.1848  0.0006  0.0002  -0.0021
O  6.596  1.7703  20.8131  0.0005  0.0022  0.0078
O  1.0125  1.803  12.8274  -0.0021  -0.0012  -0.0086
O  3.2502  5.4997  18.3303  0.0009  0.0023  -0.0007
O  9.5228  2.0206  11.5826  0.0068  -0.0007  -0.0027
O  1.0038  3.0979  16.1782  -0.0003  -0.0002  -0.004
O  8.6138  5.1693  13.3549  0.0047  0  -0.0003
O  10.219  8.5476  13.2593  -0.0094  0.0003  0.0034
O  1.4451  9.401  21.6765  -0.0003  0.0008  0.005
O  10.074  9.9414  20.6124  -0.0012  -0.0024  0.0054
O  3.1972  0.185  10.9024  -0.0013  0.0001  -0.0067
O  5.0961  2.3265  10.8475  -0.0012  -0.0012  -0.0073
O  1.7321  4.1676  13.9225  -0.0035  0.0039  -0.0012
O  7.9208  10.8571  10.8487  0.0005  0.0072  -0.0083
O  9.1328  4.4701  18.2193  -0.0024  0.0014  -0.0015
O  5.631  9.5049  15.7738  0.0004  0.0005  -0.0051
O  5.5383  -0.0628  9.7253  0.0049  -0.0012  0.0028
O  3.5886  2.3238  13.3875  0.0049  -0.0016  -0.0052
O  1.9741  5.6486  16.0635  0.0007  -0.0002  -0.006
O  9.7037  1.0722  14.0416  -0.0035  -0.002  0.0003
O  4.3703  6.9353  11.5515  0.01  0.0027  0.0021
O  4.759  4.4778  20.2167  -0.0046  -0.0019  0.0009
O  9.9531  1.3301  16.656  0.0003  0.0002  -0.0007
O  6.6942  4.2972  11.6506  0.0038  0.0082  -0.004
O  5.586  8.4087  18.5715  -0.001  0.0006  0.0019
O  9.07  2.7402  20.265  0.0044  0.002  0.0012
O  3.5922  1.1372  15.7739  -0.0011  -0.0018  -0.0043
O  4.2124  3.0782  17.8992  0.0024  0.0008  -0.0035
O  9.9201  7.2246  20.9013  0.0008  -0.0001  0.0065
O  3.3405  8.6552  9.8166  -0.0014  0.0002  -0.0009
O  3.9328  7.4269  16.3727  -0.0011  -0.003  -0.0036
O  7.6309  0.4786  15.6957  -0.0007  -0.0001  -0.0054
O  8.9103  7.3052  15.0484  -0.0019  -0.001  -0.0052
O  3.9294  1.4363  21.145  0.0032  0.0005  0.0078
O  1.5693  9.1149  11.6915  -0.0061  -0.0018  -0.0041
O  2.3157  6.1507  10.1407  0.0037  0.0008  -0.004
O  7.3499  6.4633  18.1306  0.0012  -0.004  -0.0018
O  7.2197  4.3644  21.1358  -0.0002  -0.0008  0.0073
O  4.5506  8.2482  13.7971  -0.0032  0.0035  -0.0004
O  3.3365  8.6611  19.9571  0.0064  0.0029  -0.0005
O  2.4909  3.2414  19.8743  0.0032  0.0062  -0.0006
O  3.7472  10.3704  17.9711  -0.0029  0.0004  -0.0047

Results
free energy: -131309.973 eV
free energy less fixed offsets of O -568.88, P -755.39, Si -635.61 eV per atom: -5.903 eV

The program warned: the cutoff lies below the one the program advises for these potential files; the exchange-correlation potential is rough where the density is thin.
